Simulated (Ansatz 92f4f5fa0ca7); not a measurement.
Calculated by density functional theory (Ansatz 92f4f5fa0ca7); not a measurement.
Periodic cell of 240 atoms, Si143O91B6, from a study of silicon, its oxide and their interface. The atomic structure is a simulated model.
Doubt: the cutoff is far below the 930 eV that the study's wrapper takes by default for these files, so forces and energies are approximate.

Settings
functional: PBE
potential files: Ansatz PAW
basis: plane waves
wave-function cutoff: 580 eV
density cutoff ratio: 5
exchange-correlation grid ratio: 1
k mesh: 1 x 1 x 1, Gamma-centred
self-consistency stop: 5e-08 eV per atom in the density residual
occupations: fixed
spin: none
net charge: 0

Cell vectors (angstrom)
a	11.6015	0	0
b	0	10.938	0
c	0	0	31.7895

Atoms: element, x, y, z (angstrom)
Si	0.5296	0.0597	23.3985
B	3.7879	0.262	23.8204
Si	7.8736	0.0739	23.2556
B	2.2847	0.9318	23.8234
Si	5.5922	1.0826	23.3693
Si	10.0078	1.1816	23.3017
Si	-0.0321	5.152	23.2391
B	3.7752	5.771	23.4406
Si	7.6001	5.4138	22.9423
Si	1.9241	6.6025	23.0932
Si	5.5703	6.6199	23.1305
Si	9.6446	6.4898	23.37
Si	2.1351	2.5956	24.9606
Si	5.7685	2.7686	25.0444
Si	9.7446	2.6817	25.0909
Si	11.7508	3.8724	25.1568
Si	3.8655	4.274	24.823
Si	7.7654	3.9892	24.8954
Si	1.9483	8.0893	25.0347
Si	5.7765	8.167	24.9857
Si	9.6864	8.1778	25.0455
Si	11.6669	9.4715	25.1346
Si	3.8542	9.5716	24.9939
Si	7.7337	9.5026	25.059
Si	11.6246	0.0017	26.9796
Si	3.8747	-0.038	26.9621
Si	7.706	-0.0132	26.9629
Si	1.9791	1.3617	26.964
Si	5.7735	1.3738	26.9568
Si	9.657	1.3156	26.9943
Si	11.6579	5.4343	26.9495
Si	3.9064	5.4243	26.9159
Si	7.761	5.4273	26.875
Si	1.9882	6.7904	26.9822
Si	5.8238	6.8162	26.9328
Si	9.7001	6.7896	26.9591
Si	1.9336	2.7345	28.8903
Si	5.8008	2.7345	28.8903
Si	9.6679	2.7345	28.8903
Si	0	4.1018	28.8903
Si	3.8672	4.1018	28.8903
Si	7.7343	4.1018	28.8903
Si	1.9336	8.2035	28.8903
Si	5.8008	8.2035	28.8903
Si	9.6679	8.2035	28.8903
Si	0	9.5708	28.8903
Si	3.8672	9.5708	28.8903
Si	7.7343	9.5708	28.8903
Si	0	0	30.8238
Si	3.8672	0	30.8238
Si	7.7343	0	30.8238
Si	1.9336	1.3673	30.8238
Si	5.8008	1.3673	30.8238
Si	9.6679	1.3673	30.8238
Si	0	5.469	30.8238
Si	3.8672	5.469	30.8238
Si	7.7343	5.469	30.8238
Si	1.9336	6.8362	30.8238
Si	5.8008	6.8362	30.8238
Si	9.6679	6.8362	30.8238
Si	1.9336	2.7345	0.9679
Si	5.8008	2.7345	0.9679
Si	9.6679	2.7345	0.9679
Si	0	4.1018	0.9679
Si	3.8672	4.1018	0.9679
Si	7.7343	4.1018	0.9679
Si	1.9336	8.2035	0.9679
Si	5.8008	8.2035	0.9679
Si	9.6679	8.2035	0.9679
Si	0	9.5708	0.9679
Si	3.8672	9.5708	0.9679
Si	7.7343	9.5708	0.9679
Si	11.5612	0.0767	2.8445
Si	3.8687	0.066	2.8741
Si	7.7146	0.0329	2.8809
Si	1.9105	1.4125	2.9118
Si	5.8027	1.4003	2.8977
Si	9.6301	1.405	2.8978
Si	11.5609	5.4549	2.9559
Si	3.8862	5.4799	2.9388
Si	7.7268	5.4597	2.9474
Si	1.9237	6.8112	2.8595
Si	5.8142	6.8947	2.9822
Si	9.6417	6.8598	2.9363
Si	1.8846	2.705	4.8968
Si	5.7946	2.6982	4.8689
Si	9.6382	2.5674	4.9651
Si	11.5146	4.0853	4.9324
Si	3.8555	4.0709	4.8774
Si	7.7317	4.0641	4.8933
Si	1.9351	8.4428	4.5544
Si	5.8291	8.346	4.9389
Si	9.6051	8.3298	4.8157
Si	11.554	9.681	4.7449
Si	3.8863	9.726	4.8306
Si	7.76	9.8378	4.9404
Si	11.6866	0.2932	6.5999
Si	3.6018	0.2979	6.7255
B	7.9821	0.4395	6.3106
B	1.8683	1.2054	6.1608
Si	6.0436	1.2184	6.7878
B	9.5814	0.9582	6.2891
Si	11.5374	5.7563	6.6538
Si	3.6751	5.6198	6.6622
Si	7.7033	5.4778	6.8237
Si	1.8582	7.0692	6.3655
Si	5.7538	6.9095	6.8651
Si	9.5024	7.0785	6.813
O	0.3261	5.0921	8.1399
O	5.8587	7.9275	8.2136
O	7.8121	4.3858	8.1182
O	6.0884	2.2883	8.0955
O	3.1386	4.8846	8.0967
O	3.2153	10.2865	8.0835
O	1.8839	8.0035	7.7326
O	9.2662	8.2703	8.0101
O	0.4877	10.271	7.95
O	11.2816	4.2865	21.8299
O	7.7034	5.0872	21.2827
O	8.1495	10.1488	21.8454
O	10.1965	1.8564	21.7948
O	10.1215	6.9147	21.8415
O	1.5828	7.6247	21.7723
O	5.8038	7.5323	21.7295
O	5.4779	2.0219	21.9947
O	0.6146	10.0994	22.0001
Si	1.8327	9.4542	8.462
Si	3.9641	5.2369	9.4616
Si	5.3203	7.7891	9.7589
Si	11.5534	0.5403	13.8667
Si	0.8623	2.693	18.3074
Si	7.7223	6.7502	11.4743
Si	8.3717	4.4049	16.821
Si	9.824	8.2924	9.5613
Si	2.5221	3.7112	11.7962
Si	10.1644	11.1315	10.9878
Si	4.9762	1.0984	15.5031
Si	11.3865	3.0694	11.07
Si	0.1039	5.714	9.627
Si	6.0497	3.7759	14.6946
Si	6.5985	3.6063	8.9156
Si	2.9749	1.126	13.1048
Si	11.7883	4.5823	13.503
Si	8.2244	8.7687	13.7174
Si	7.6078	0.6077	12.2319
Si	9.7949	7.4464	20.3617
Si	7.706	10.4411	20.2972
Si	1.597	7.7918	11.1442
Si	11.1785	7.5692	13.4157
Si	6.5523	7.8986	20.3388
Si	3.9279	5.7247	15.5831
Si	5.857	1.932	20.4196
Si	10.64	3.1206	20.8772
Si	0.8237	8.859	20.9775
Si	1.3225	9.0402	15.3262
Si	2.4781	9.1809	18.2762
Si	0.8897	5.1846	16.4165
Si	9.0497	9.9055	17.7202
Si	10.2199	1.6762	16.3849
Si	3.6504	8.1351	13.5722
Si	4.8671	10.1089	11.8161
Si	3.6769	1.1546	18.2845
Si	4.8663	7.3363	17.8695
Si	10.1415	6.8239	17.502
Si	7.3484	3.6741	11.9589
Si	7.7997	4.1497	19.9114
Si	6.5322	9.3869	16.1908
O	8.1864	7.7415	20.3312
O	10.3745	9.7694	10.065
O	1.4039	2.9677	10.8505
O	1.0484	4.1836	17.6866
O	9.777	8.4472	17.3751
O	7.9103	2.2121	12.591
O	6.3816	9.4975	20.0332
O	7.5198	7.5793	12.8556
O	3.4447	-0.0169	12.0099
O	10.6129	1.5234	14.7904
O	8.788	7.6587	10.6361
O	8.0321	10.3571	13.3033
O	0.3838	10.2886	14.8886
O	9.0182	10.2501	19.3278
O	4.1817	6.8525	14.4215
O	9.2723	3.4673	20.0595
O	10.9098	4.4772	10.3617
O	4.5192	1.6308	16.9725
O	2.8264	7.699	12.224
O	11.7975	4.4015	15.1334
O	9.8121	8.3857	13.7334
O	2.3422	5.6695	15.8936
O	4.5565	4.3294	15.0473
O	1.4095	6.2678	10.4776
O	10.9737	8.5704	20.2493
O	0.563	7.7252	14.71
O	10.0297	6.431	19.0964
O	6.3245	6.8851	10.6659
O	7.5318	8.6185	15.1733
O	7.4561	9.8593	17.4239
O	7.1817	1.0251	20.1472
O	11.5752	1.8267	17.2666
O	9.2421	2.9928	16.6414
O	11.0548	3.3476	12.6768
O	2.7717	9.0868	14.5748
O	6.0337	0.3183	11.9014
O	6.2796	4.1241	13.1103
O	5.0262	9.2672	10.4102
O	1.5131	9.0335	16.9479
O	6.3545	3.3912	19.9471
O	5.4637	4.7551	9.0497
O	0.176	2.7415	19.779
O	4.6767	5.9734	17.0142
O	5.7725	10.6349	15.5192
O	6.9519	3.1754	10.4507
O	5.4068	8.4119	16.7912
O	8.5373	11.2588	10.9229
O	9.2068	5.8119	16.6024
O	10.9586	7.1412	9.4646
O	3.3863	10.5122	18.0795
O	7.7879	4.6117	18.3375
O	3.9715	6.8655	9.6847
O	7.2058	4.4007	15.6706
O	10.7504	1.6705	10.482
O	0.2691	8.1573	12.0536
O	3.4267	2.585	12.5381
O	1.3555	1.174	13.3088
O	10.9615	5.9631	13.1909
O	8.1156	5.1515	11.6913
O	4.5592	1.4069	19.6193
O	6.0343	2.1636	14.8881
O	2.3123	1.9984	18.4604
O	4.9315	9.0198	13.0485
O	5.8871	7.0524	19.109
O	3.426	7.8625	18.4158
O	0.049	6.4658	16.9933
O	9.6168	0.2244	16.8571
O	3.5471	4.5106	10.8387
O	1.7348	4.6321	12.9183
O	10.7457	0.0395	12.5217
O	3.6676	0.9238	14.5572
O	1.7043	9.3332	19.6877
O	1.7824	9.0216	10.0631

Results
free energy: -143583.832 eV
free energy less fixed offsets of B -154.04, O -568.88, Si -635.61 eV per atom: 0.718 eV

Forces (eV/angstrom), in the order of the atoms: element, x, y, z
Si	-0.3426	-0.6809	-0.4162
B	-0.1351	0.2095	-0.1446
Si	-0.2508	-0.536	0.0888
B	0.3197	0.012	0.0106
Si	0.3204	0.4923	-0.3296
Si	0.1929	0.5026	-0.0423
Si	0.1469	-0.1496	0.0871
B	-0.3325	0.2767	-0.0583
Si	-0.1296	-0.1997	0.0373
Si	-0.2767	0.2792	-0.5481
Si	0.2374	0.437	-0.4066
Si	0.0871	0.2733	-0.0066
Si	-0.2103	0.3227	0.1597
Si	-0.1615	-0.043	0.151
Si	0.0597	0.0172	-0.0194
Si	-0.025	-0.0446	-0.0665
Si	0.1616	-0.6229	0.3014
Si	0.0281	-0.0407	-0.0572
Si	0.3041	-0.0068	0.1022
Si	-0.0661	-0.0089	0.1431
Si	-0.0891	-0.0447	-0.0221
Si	0.0843	0.015	0.0695
Si	-0.1193	-0.3517	0.1823
Si	0.1225	-0.0109	-0.0237
Si	0.1066	-0.0562	0.044
Si	-0.0193	0.0583	0.2824
Si	-0.0776	-0.0053	-0.0464
Si	0.0722	-0.2128	0.2141
Si	-0.0266	0.0883	0.1359
Si	-0.0224	0.0139	-0.0642
Si	0.07	0.01	-0.0177
Si	-0.0274	0.1972	0.208
Si	-0.1324	-0.0532	-0.1109
Si	0.0252	0.0166	0.0697
Si	-0.0617	0.0061	0.0187
Si	0.1238	0.0546	-0.0381
Si	0.0522	0.0475	0.0583
Si	-0.0693	-0.1029	0.1097
Si	-0.0062	-0.0392	0.0778
Si	0.0542	-0.0816	0.0659
Si	0.0776	-0.1622	-0.1479
Si	-0.0014	-0.0699	-0.3404
Si	0.0746	-0.088	0.0018
Si	0.0206	-0.1332	-0.057
Si	0.0283	-0.1192	-0.1012
Si	0.0926	0.0134	0.1124
Si	0.039	-0.1513	0.0703
Si	-0.1103	-0.0793	0.0394
Si	0.0023	-0.0655	0.0106
Si	0.0028	0.0159	-0.0094
Si	0.0138	0.0357	0.0451
Si	0.0179	-0.1128	-0.0207
Si	0.0234	-0.0007	0.0079
Si	-0.0136	-0.0364	0.0496
Si	0.0075	0.0412	0.0397
Si	-0.0161	0.1403	-0.0092
Si	-0.0046	0.1395	0.0344
Si	0.003	0.0655	-0.0944
Si	-0.0034	-0.0871	-0.0403
Si	-0.0029	-0.0074	0.0239
Si	-0.0187	0.2581	-0.0067
Si	0.0526	0.1362	-0.0577
Si	-0.0712	0.227	-0.0385
Si	-0.0938	0.12	0.1973
Si	0.0928	0.1023	0.1318
Si	-0.0127	0.0959	0.0732
Si	-0.0323	-0.103	-0.2552
Si	0.0554	-0.0419	0.2718
Si	-0.0368	-0.0397	0.1368
Si	-0.0338	0.0996	-0.0217
Si	-0.0114	0.0803	0.1072
Si	-0.0072	-0.0406	0.0276
Si	-0.0158	-0.0623	-0.1437
Si	0.0155	0.009	-0.0768
Si	0.0459	0.0933	-0.1258
Si	0.0055	-0.3047	-0.1768
Si	-0.0529	0.0824	-0.1176
Si	-0.0141	-0.0407	-0.1282
Si	0.009	-0.021	-0.0393
Si	0.0764	-0.0433	0.0293
Si	-0.0031	0.0094	-0.0129
Si	-0.0927	0.002	0.0518
Si	0.0075	0.0106	0.0118
Si	0.0224	0.0039	-0.0688
Si	0.0962	0.7969	-0.0057
Si	0.1865	-0.0409	0.0154
Si	-0.0735	0.3547	-0.0534
Si	-0.0122	-0.2168	-0.1199
Si	-0.154	-0.0909	-0.0704
Si	0.1087	-0.0683	-0.1212
Si	0.0367	-0.0699	-0.0244
Si	0.0666	0.0844	-0.088
Si	-0.0119	0.1036	-0.053
Si	-0.0332	0.0215	-0.0443
Si	-0.0523	-0.0336	-0.0351
Si	-0.0896	-0.4405	-0.0314
Si	-0.3171	-0.417	0.3409
Si	0.2729	-0.857	0.3032
B	0.1498	-0.1909	-0.0373
B	-0.11	0.2729	0.0466
Si	-0.062	0.829	0.1847
B	0.2341	0.0022	0.1804
Si	-0.0529	0.1625	0.0632
Si	0.1585	0.1274	0.0058
Si	-0.0706	0.0717	-0.0445
Si	-0.1022	0.0766	-0.0577
Si	-0.1012	-0.1855	0.0734
Si	0.0762	-0.1579	-0.0229
O	0.0564	0.0035	0.1046
O	0.0017	0.0083	0.0249
O	0.046	-0.0147	0.039
O	0.1218	-0.101	0.1022
O	-0.0678	-0.0144	0.0329
O	-0.2707	0.1269	0.093
O	-0.0098	-0.0526	0.0093
O	-0.0331	0.0776	0.0236
O	0.113	0.0893	0.1541
O	-0.0223	-0.0082	0.007
O	-0.0149	0.0249	0.0108
O	0.028	0.0938	-0.0243
O	-0.0018	-0.0391	-0.0388
O	-0.0338	-0.0908	-0.0958
O	0.0791	-0.0688	-0.0998
O	-0.1652	-0.0656	-0.0084
O	-0.103	-0.1485	-0.1783
O	0.0876	0.1526	-0.1076
Si	0.035	-0.2583	0.1585
Si	0.0763	0.0754	0.0484
Si	0.0023	0.0103	-0.02
Si	-0.0079	-0.0204	-0.0199
Si	0.0062	0.0048	-0.0466
Si	0.0025	0.014	-0.0419
Si	0.0198	0.0208	0.0137
Si	0.0189	0.001	0.0558
Si	0.0073	0.0144	0.0222
Si	-0.0121	-0.0382	0.0231
Si	-0.0007	0.0138	-0.0035
Si	-0.0493	0.0401	0.0519
Si	-0.0155	0.0471	-0.0046
Si	-0.0221	-0.0044	-0.0101
Si	0.0067	0.0775	0.0262
Si	-0.0105	-0.0109	-0.0072
Si	-0.0027	0.0066	-0.0132
Si	-0.0052	0.0219	-0.0077
Si	0.051	-0.0123	-0.0101
Si	0.0292	0.0338	0.0366
Si	0.0052	-0.0039	-0.0383
Si	-0.0222	-0.0045	0.0173
Si	0.0118	0.0121	-0.0266
Si	0.0318	0.0121	-0.1247
Si	-0.0026	0.0002	0.0158
Si	0.0483	0.0401	-0.0222
Si	-0.0641	0.0166	-0.0084
Si	-0.0945	-0.046	-0.1991
Si	-0.009	-0.0198	0.0198
Si	-0.0159	0.008	-0.0142
Si	0.0018	0.0188	-0.0018
Si	-0.004	-0.004	0.0116
Si	-0.001	-0.0201	-0.0253
Si	0.0026	0.0044	-0.0118
Si	0.0143	0.004	0.0274
Si	0.0051	-0.0333	-0.0539
Si	0.0146	0.0108	-0.0027
Si	-0.0122	0.0343	0.0052
Si	0.0254	-0.0226	-0.0079
Si	0.031	-0.0006	0.0208
Si	-0.0058	-0.0212	0.0178
O	-0.0135	0.0173	0.0052
O	-0.0363	-0.0078	0.0547
O	0.0183	0.0156	-0.0201
O	-0.0017	-0.0051	0.0095
O	0.0005	-0.0043	-0.0054
O	-0.007	0.0254	-0.0045
O	0.009	0.029	-0.0129
O	-0.0025	0.0041	0.0124
O	-0.005	0.02	0.0004
O	-0.0013	0.0124	0.0071
O	-0.0171	-0.0087	0.0219
O	0.0009	-0.0251	0.0105
O	0.0041	-0.0002	0.0055
O	0.0039	-0.0167	-0.0318
O	0.0016	-0.0019	-0.0141
O	-0.0513	0.0158	0.0077
O	0.0107	-0.0051	-0.0119
O	-0.0061	0.009	0.0088
O	0.0079	-0.0149	0.0022
O	-0.0105	-0.0076	0.0131
O	0.0025	-0.0003	0.0053
O	-0.0044	-0.0071	-0.0057
O	0.005	-0.0048	-0.0027
O	0.0071	-0.0091	0.0266
O	0.0162	-0.0297	0.0754
O	-0.001	-0.0001	0.0023
O	0.0196	0.0087	-0.0046
O	0.0032	0.0059	0.0188
O	0.0004	-0.0055	-0.0096
O	-0.0009	0.0076	-0.0051
O	-0.0059	-0.0255	0.017
O	0.0023	0.0041	0.0031
O	0.0004	-0.0001	0.0002
O	0.0211	-0.0126	-0.0123
O	0.0006	0.0054	0.0011
O	-0.0193	-0.0147	-0.0142
O	-0.0049	0.0117	0.0211
O	0.0153	0.0158	0.0233
O	-0.0129	-0.0023	-0.0256
O	0.002	-0.0032	0.0201
O	-0.0397	-0.0261	0.0062
O	0.0207	-0.0173	0.0555
O	-0.0072	-0.0026	-0.0199
O	0.0002	-0.0091	-0.0143
O	-0.0164	-0.0341	0.0008
O	0.001	0.0134	-0.0143
O	-0.0421	0.0134	0.0339
O	-0.0114	-0.0114	-0.0421
O	-0.0132	-0.054	-0.0053
O	-0.0098	-0.0089	0.0109
O	-0.0152	-0.0138	-0.0024
O	-0.0025	-0.051	-0.0063
O	0.0064	-0.0007	0.0027
O	0.005	0.025	-0.0122
O	-0.0075	-0.0035	0.0218
O	-0.0022	-0.0006	-0.0078
O	0.0106	0.0075	-0.0006
O	-0.0129	-0.0004	0.0111
O	0.0051	-0.0064	0.0159
O	-0.0078	0.0119	-0.0485
O	0.0016	-0.0034	-0.0006
O	-0.0113	0.0043	-0.0051
O	0.0082	-0.0084	0.0199
O	-0.0165	-0.014	0.0074
O	0.0091	-0.0097	0.0111
O	0.0168	0.0022	0.0014
O	-0.0043	0.0108	0.0013
O	-0.0266	-0.0235	-0.0092
O	0.0114	-0.0049	-0.0102
O	0.0048	-0.0025	-0.0014
O	0.0005	-0.0071	0.0018
O	0.0351	0.0217	-0.0031
O	-0.0032	0.0685	-0.0775

The program warned: the cutoff lies below the one the program advises for these potential files; the exchange-correlation potential is rough where the density is thin.
